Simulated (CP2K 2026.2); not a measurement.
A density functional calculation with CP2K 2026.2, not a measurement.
Periodic cell of 507 atoms, Si360O147, from a study of silicon, its oxide and their interface. The atomic structure is a simulated model.
Doubt: the forces sum to 0.62 eV/angstrom along one axis rather than to zero, so they err by at least 0.0012 eV/angstrom per atom on average; the grid cutoff is modest.

Settings
functional: PBE
method: Gaussian and plane waves
basis set: DZVP-MOLOPT-SR-GTH
pseudopotentials: GTH-PBE
grid cutoff: 350 Ry, relative cutoff 50 Ry
k points: Gamma only
occupations: fixed
spin: none
net charge: 0

Cell vectors (angstrom)
a 16.32 0 0
b 0 16.32 0
c -7.4317 1.9852 33.7494

Atoms and the computed forces on them: element, x, y, z (angstrom), force x, y, z (eV/angstrom)
Si 7.584 16.451 33.222 0.011 -0.198 -0.083
Si -5.222 4.005 33.664 0.416 0.283 0.512
Si 8.667 4.773 32.278 -0.067 -0.025 -0.179
Si -4.922 14.053 29.026 0.477 0.158 0.137
Si 8.676 13.638 33.143 0.026 -0.237 0.648
Si 8.005 2.032 30.798 -0.014 -0.015 0.134
Si -3.628 18.016 32.719 0.113 -0.039 0.111
Si 0.308 18.039 30.747 -0.12 -0.124 0.001
Si -1.606 8.805 33.139 -0.043 0.055 0.048
Si -2.789 7.736 28.71 -0.057 -0.017 0.021
Si -4.217 10.563 33.26 -0.276 -0.318 0.433
Si -1.107 12.613 27.516 0.137 0.008 0.069
Si 0.984 15.616 32.704 0.051 0.219 0.598
Si 4.429 4.609 32.409 0.058 0.058 0.01
Si 2.686 7.731 29.717 0 -0.048 -0.022
Si 5.38 10.332 33.147 0.408 0.168 0.386
Si 8.628 9.723 30.253 0.109 -0.023 0.044
Si -1.221 13.536 31.891 -0.096 -0.086 0.012
Si 0.153 16.386 1.52 -0.025 -0.075 0.596
Si 3.222 3.178 1.62 -0.04 -0.001 -0.057
Si 9.027 7.569 32.17 0.064 -0.029 0.043
Si 2.196 7.633 1.422 -0.027 0.007 0.049
Si 15.829 10.491 1.448 -0.013 0.012 -0.05
Si 2.804 14.116 0.992 -0.45 -0.013 0.46
Si 5.167 15.895 1.529 0.364 0.408 0.475
Si 8.331 2.875 1.554 -0.266 -0.206 0.686
Si 4.866 4.948 1.579 -0.158 -0.134 0.543
Si 7.732 8.514 1.398 -0.109 -0.036 0.561
Si 6.474 9.8 2.916 -0.037 0.045 -0.036
Si 8.634 14.037 1.326 0.033 -0.064 -0.068
Si 10.149 15.899 1.377 0.086 -0.185 0.534
Si 13.911 2.45 0.856 0.093 -0.445 0.428
Si 10.102 5.53 1.207 -0.366 0.468 0.254
Si 14.063 8.755 1.393 0.045 0.028 0.041
Si 11.326 11.359 1.539 0.018 0.11 0.055
Si 13.065 13.17 1.422 -0.171 -0.325 0.507
Si 14.924 1.324 2.669 -0.032 0.044 -0.063
Si 1.403 4.159 2.77 0.018 -0.013 -0.039
Si 15.028 6.976 2.7 -0.014 0.021 -0.069
Si 1.306 9.461 2.655 -0.009 0 -0.069
Si 14.794 12.158 2.751 -0.033 0.054 -0.086
Si 1.373 14.847 2.707 0.09 -0.04 -0.08
Si 4.118 1.326 2.78 -0.001 -0.015 -0.02
Si 6.667 4.002 2.759 -0.024 0.015 -0.015
Si 3.923 6.737 2.799 0.03 -0.004 -0.067
Si 4.111 11.476 0.555 0.321 0.04 0.554
Si 4.796 11.537 2.773 -0.049 -0.042 0.059
Si 6.964 14.956 2.692 -0.041 0.019 0.042
Si 9.518 1.324 2.844 0.031 0.059 -0.019
Si 12.457 4.305 2.759 -0.059 -0.373 0.778
Si 9.112 7.046 2.66 0.057 0.028 -0.003
Si 12.331 9.637 2.79 0.067 -0.032 -0.018
Si 9.56 12.345 2.726 -0.042 -0.059 -0.081
Si 12.06 14.965 2.565 -0.024 0.056 -0.069
Si 13.534 16.26 3.949 -0.006 -0.038 0.028
Si -0.047 2.755 3.999 0.007 -0.011 0.042
Si 13.727 5.607 4.155 -0.002 0.017 -0.012
Si 0.01 8.236 4.182 0.032 -0.026 -0.006
Si 13.57 10.904 4.286 -0.009 -0.006 -0.03
Si -0.035 13.501 3.998 0.006 -0.034 0.009
Si 2.702 16.267 4.061 -0.012 -0.012 0.046
Si 5.458 2.62 4.201 -0.013 -0.006 0
Si 2.67 5.433 4.271 -0.041 0.02 0.015
Si 5.36 8.108 4.116 0.045 -0.038 0.015
Si 2.822 10.767 3.949 0.02 0.096 -0.051
Si 5.597 13.472 3.97 -0.088 0.023 -0.048
Si 8.136 16.345 4.2 -0.006 0.005 -0.066
Si 11.039 2.733 3.978 0.016 0.087 -0.044
Si 8.054 5.451 4.045 -0.004 -0.033 0.008
Si 10.83 8.178 3.929 -0.02 -0.038 0.003
Si 8.189 10.926 4.079 0.004 -0.013 0.037
Si 10.843 13.683 4.146 -0.049 0.011 0.02
Si 14.934 14.921 5.338 -0.001 0.039 0.031
Si 1.317 1.35 5.378 -0.017 0 -0.029
Si 15.009 4.125 5.448 0.001 -0.036 0.002
Si 1.321 6.834 5.552 0.011 0.016 0.007
Si 14.974 9.549 5.556 -0.005 -0.006 0.01
Si 1.421 12.171 5.316 0.022 0.016 -0.011
Si 4.142 14.869 5.32 0.01 -0.042 0.002
Si 6.807 1.34 5.571 0.025 0 0.041
Si 4.078 4.029 5.507 -0.004 0 -0.01
Si 6.749 6.768 5.462 -0.031 0.017 0.041
Si 4.016 9.446 5.488 0.045 0.012 -0.009
Si 6.874 12.252 5.498 0.001 -0.031 0.019
Si 9.509 14.995 5.528 0.004 0.002 0.003
Si 12.288 1.346 5.4 0.005 0.03 -0.026
Si 9.56 4.09 5.313 0.022 -0.036 -0.005
Si 12.201 6.875 5.394 0.001 0.014 0.004
Si 9.549 9.526 5.384 -0.008 0.01 0.035
Si 12.19 12.305 5.518 0 0.01 0
Si -0.039 16.3 6.726 0.005 -0.007 -0.008
Si 2.683 2.671 6.8 -0.024 -0.004 -0.004
Si -0.003 5.438 6.869 -0.002 0.012 0.023
Si 2.698 8.152 6.901 -0.013 -0.034 0.032
Si 0.07 10.905 6.81 0.028 -0.015 0.011
Si 2.743 13.561 6.711 -0.009 0.014 -0.019
Si 5.42 16.24 6.795 -0.035 -0.022 0.018
Si 8.223 2.756 6.784 0.031 0.031 -0.008
Si 5.427 5.415 6.846 0.005 0.002 0.002
Si 8.157 8.164 6.753 0.003 0.005 -0.027
Si 5.443 10.854 6.771 -0.036 0.015 -0.049
Si 8.176 13.61 6.873 0.035 0.021 0.044
Si 10.909 16.366 6.811 0.003 -0.007 0.017
Si 13.627 2.724 6.763 0.002 0.007 -0.002
Si 10.875 5.45 6.738 0.011 -0.007 -0.029
Si 13.564 8.178 6.823 -0.03 -0.012 0.007
Si 10.852 10.884 6.815 -0.025 -0.001 0.001
Si 13.612 13.631 6.81 0.014 0.007 -0.009
Si -1.339 1.348 13.599 0.015 -0.008 0.003
Si 1.37 4.077 13.581 -0.018 0.013 -0.013
Si -1.338 6.806 13.573 -0.003 -0.015 -0.008
Si 1.369 9.531 13.6 -0.003 0.004 -0.004
Si -1.362 12.243 13.616 -0.01 0.022 0.001
Si 1.39 14.97 13.621 0.015 -0.017 0.002
Si 4.079 1.352 13.6 -0.016 0.011 -0.003
Si 6.778 4.061 13.616 0.02 0.004 0.013
Si 4.078 6.786 13.603 -0.001 0.006 -0.005
Si 6.813 9.545 13.622 -0.005 -0.005 0
Si 4.087 12.248 13.618 0 -0.009 -0.001
Si 6.785 14.963 13.575 -0.016 0.006 0.004
Si 9.498 1.328 13.59 0.02 -0.007 0.002
Si 12.247 4.088 13.57 -0.003 0.002 -0.004
Si 9.508 6.813 13.606 -0.009 0.009 0
Si 12.242 9.526 13.574 0.014 -0.021 -0.008
Si 9.518 12.239 13.582 0.008 -0.014 0.003
Si 12.22 14.948 13.598 -0.011 0.027 -0.008
Si -2.718 16.301 14.93 0.004 -0.006 -0.002
Si 0.038 2.707 14.949 -0.002 0.008 0.004
Si -2.691 5.438 14.914 -0.009 0.013 -0.003
Si 0.011 8.165 14.953 -0.003 -0.016 -0.005
Si -2.735 10.868 14.964 -0.015 -0.016 0
Si 0.024 13.603 14.954 0.006 0.01 -0.006
Si 2.756 16.323 14.999 -0.009 0.01 -0.007
Si 5.415 2.694 14.993 -0.026 -0.003 -0.013
Si 2.72 5.421 14.972 -0.012 -0.005 0.008
Si 5.435 8.174 14.943 0.014 0.009 -0.009
Si 2.726 10.886 14.97 0.009 0.011 -0.01
Si 5.441 13.63 14.966 -0.009 -0.013 -0.009
Si 8.127 16.29 14.971 0.006 0.006 -0.003
Si 10.876 2.711 14.891 0.005 0.016 -0.019
Si 8.13 5.451 14.945 0.004 -0.005 -0.007
Si 10.876 8.194 14.939 0.012 -0.013 0.002
Si 8.169 10.921 14.989 0.006 -0.004 -0.004
Si 10.847 13.59 14.97 0.013 -0.009 -0.009
Si -1.344 14.959 16.293 -0.009 0.008 -0.009
Si 1.41 1.384 16.348 0.013 -0.029 -0.007
Si -1.345 4.062 16.274 0.01 -0.008 0.001
Si 1.385 6.82 16.319 0.01 0.016 0.015
Si -1.351 9.519 16.321 -0.023 0.017 0.015
Si 1.375 12.253 16.329 0.001 -0.008 -0.008
Si 4.107 14.961 16.381 0.02 0.002 0.004
Si 6.756 1.303 16.351 0.004 -0.003 0.001
Si 4.05 4.051 16.37 0.012 -0.023 0.013
Si 6.77 6.818 16.309 -0.005 -0.025 -0.024
Si 4.111 9.546 16.32 -0.032 -0.011 -0.006
Si 6.813 12.319 16.342 -0.005 0.006 -0.02
Si 9.448 14.907 16.356 -0.034 -0.008 0.019
Si 12.236 1.362 16.244 -0.013 0.026 -0.022
Si 9.497 4.048 16.233 0.015 0.012 -0.031
Si 12.265 6.814 16.234 -0.001 -0.014 -0.01
Si 9.538 9.552 16.334 -0.006 0.024 0.016
Si 12.207 12.222 16.322 -0.011 0.007 0.001
Si -0.009 16.363 17.637 -0.017 0.006 -0.026
Si 2.767 2.663 17.817 0.017 0.048 0.023
Si 0.021 5.415 17.623 -0.027 -0.004 0.007
Si 2.775 8.18 17.684 0.022 -0.028 -0.008
Si 0.031 10.876 17.677 -0.017 0.007 -0.002
Si 2.704 13.626 17.711 -0.008 -0.022 0.008
Si 5.487 16.241 17.827 -0.01 -0.043 0.002
Si 8.119 2.726 17.604 0.016 -0.007 0.011
Si 5.396 5.47 17.675 -0.029 0.046 0
Si 8.155 8.176 17.636 -0.027 0.002 0.032
Si 5.453 10.964 17.651 0.011 0.022 -0.014
Si 8.083 13.617 17.867 0.013 0.04 -0.003
Si 10.851 16.327 17.556 0.026 -0.017 -0.021
Si -2.72 2.697 17.618 -0.01 -0.01 0.004
Si 10.906 5.406 17.506 0.033 -0.046 -0.041
Si -2.748 8.16 17.647 -0.004 -0.01 -0.013
Si 10.821 10.946 17.764 0.001 -0.019 0.008
Si -2.671 13.541 17.614 0.021 0.004 0.018
Si -1.352 1.387 19.016 0.026 0.014 -0.054
Si 1.355 4.106 19.062 0.037 -0.006 -0.013
Si -1.391 6.74 18.943 -0.02 -0.035 0.017
Si 1.432 9.549 19.026 0.01 0.042 -0.038
Si -1.332 12.206 19.055 -0.05 0.015 -0.026
Si 1.302 15.019 19.01 0.014 0.006 0.003
Si 4.171 1.255 19.215 -0.033 0.056 0.079
Si 6.781 4.104 18.963 0.028 -0.025 0.062
Si 4.099 6.837 19.104 -0.04 -0.015 -0.038
Si 6.841 9.629 18.964 0.029 -0.002 0.058
Si 4.104 12.295 19.058 0.002 0.013 0.028
Si 6.778 14.951 19.411 0.024 0.034 0.072
Si 9.457 1.325 18.906 0.013 -0.01 0.002
Si -4.123 4.053 18.906 -0.004 0.076 -0.018
Si 9.565 6.726 18.843 -0.045 0.051 0.019
Si -4.095 9.542 19.016 0.052 0.014 -0.009
Si 9.417 12.249 19.244 -0.025 -0.051 0.043
Si -4.064 14.957 18.815 0.023 0.039 -0.032
Si -2.751 16.277 20.222 0.022 -0.049 0.007
Si -0.091 2.806 20.417 -0.044 -0.023 0.046
Si -1.597 4.031 21.779 0.008 -0.066 -0.058
Si 0.058 8.071 20.196 -0.045 -0.083 0.067
Si -2.698 10.82 20.418 -0.004 -0.013 0.007
Si 0.004 13.647 20.397 -0.024 -0.009 -0.005
Si 2.644 16.22 20.518 -0.043 0.009 -0.03
Si 5.662 2.69 20.468 0.002 0.032 0.033
Si 2.743 5.434 20.454 0.027 0.014 0.04
Si 5.532 8.276 20.313 -0.052 -0.025 0.023
Si 2.768 10.942 20.418 -0.005 -0.023 0.032
Si 5.271 13.52 20.755 0.03 0.02 0.018
Si 8.304 16.454 20.607 0.025 -0.043 0.08
Si 10.818 2.674 20.198 0.006 0.019 -0.01
Si 8.249 5.398 20.249 0.015 -0.033 -0.008
Si 10.774 8.162 20.215 0.049 -0.009 0.033
Si 8.028 10.819 20.67 0.043 0.016 -0.006
Si 10.886 13.782 20.279 -0.016 0.045 0.074
Si -1.709 14.71 21.64 0.189 0.18 -0.616
Si 1.538 1.661 21.654 -0.42 -0.325 0.047
Si -2.791 5.381 20.277 -0.006 -0.022 0.045
Si 1.217 6.702 21.741 -0.245 -0.398 -0.372
Si -1.135 9.462 21.603 -0.445 -0.147 -0.247
Si 1.751 12.707 21.651 0.015 0.018 0.009
Si 3.374 14.461 21.985 -0.034 0 0.016
Si 7.527 2.003 21.894 -0.017 0.04 0.053
Si 3.977 3.793 21.636 0.247 0.394 -0.644
Si 7.396 7.26 21.357 0.02 0.11 -0.042
Si 4.481 9.909 21.697 0.167 0.143 -0.418
Si 6.142 11.649 22.002 -0.06 -0.054 0.049
Si 10.245 15.612 21.694 0.039 0.127 -0.653
Si -4.376 17.37 21.453 0.029 0.007 0.028
Si 9.183 3.68 21.579 -0.024 -0.037 0.06
Si -4.262 6.747 21.49 0.168 0.004 -0.795
Si 9.079 8.911 21.672 0.035 0.028 0.067
Si -3.957 12.5 21.492 -0.061 -0.245 -0.664
Si 10.489 13.519 26.018 0.124 0.577 -0.495
Si 1.694 3.406 32.879 0.062 -0.205 0.135
Si 6.433 8.737 28.313 0.023 -0.183 -0.012
Si -4.634 2.838 27.823 0.105 -0.159 -0.067
Si -1.951 7.896 23.084 0.65 -0.288 -0.173
Si 5.985 12.893 31.594 -0.044 -0.092 -0.012
Si -3.239 2.568 22.869 0.274 -0.289 -0.727
Si 3.587 10.062 28.011 -0.058 0.055 0.074
Si -0.087 11.48 30.084 0.005 0.015 0.066
Si 7.197 2.111 24.297 0.315 -0.045 -0.679
Si 1.851 3.695 26.027 -0.024 -0.177 -0.097
Si -5.347 7.987 30.183 0.119 0.028 0.071
Si -5.379 15.364 24.651 -0.102 -0.675 0.351
Si -2.516 7.513 25.864 -0.098 0.041 0.069
Si 6.423 14.543 29.087 0.003 0.147 -0.054
Si 9.709 8.934 23.972 -0.257 -0.084 -0.659
Si 10.253 9.94 0.019 0.287 0.369 0.348
Si -2.623 17.626 29.825 0.017 0.113 0.037
Si 9.455 17.456 26.419 -0.109 0.112 -0.033
Si -0.593 5.842 23.014 -0.08 0.034 -0.026
Si 1.496 1.5 23.961 -0.095 0.071 -0.591
Si 2.797 11.421 25.36 -0.227 0.575 0.258
Si 4.2 7.727 32.344 -0.001 -0.154 0.034
Si 5.749 16.209 25.523 -0.119 -0.045 -0.007
Si -4.656 11.296 24.143 -0.02 0.076 -0.009
Si -2.665 14.622 29.232 -0.56 -0.179 0.044
Si 5.61 4.733 24.173 -0.017 0.45 0.26
Si -5.407 6.396 25.436 0.098 0.057 -0.017
Si 3.529 7.766 23.465 0.196 0.054 0.001
Si -2.321 15.113 24.473 0.135 0.098 -0.164
Si 7.037 9.036 25.335 0.045 -0.023 -0.127
Si -0.184 8.373 30.363 -0.036 0.089 -0.023
Si 6.266 6.708 23.253 0.499 -0.32 -0.331
Si -4.928 5.79 28.36 0.145 0.038 -0.089
Si 0.472 5.948 1.513 0.289 0.153 0.563
Si 5.433 3.264 29.697 -0.093 0.022 0.024
Si 0.705 11.423 23.266 0.188 0.295 -0.308
Si 5.746 11.681 24.402 0.217 -0.054 -0.626
Si -0.578 16.965 26.103 0.064 0.034 0.019
Si -0.677 5.282 25.3 0.206 0.245 -0.603
Si 3.148 15.23 24.294 0.059 -0.324 -0.594
Si -1.945 12.074 24.868 0.081 -0.04 -0.065
Si 4.597 16.914 28.301 0.105 -0.026 0.077
Si 7.318 13.858 26.16 0.035 -0.027 0.048
Si -6.001 12.004 31.177 -0.008 -0.018 0.029
Si 3.247 13.924 31.744 -0.042 0.027 0.091
Si -2.462 2.776 25.664 0.036 -0.175 0.035
Si 2.621 12.788 29.099 -0.089 -0.155 -0.046
Si 9.049 16.134 29.099 -0.065 -0.004 -0.03
Si 4.97 6.164 28.546 -0.022 0.012 0.12
Si 1.806 13.279 26.32 0.222 -0.488 -0.366
Si 1.671 17.486 27.974 -0.049 0.112 -0.084
Si 4.155 5.792 25.669 0.193 -0.179 -0.616
Si 10.627 4.553 23.199 -0.585 -0.317 -0.301
Si -1.353 1.35 8.135 0.007 0.015 -0.009
Si 1.369 4.06 8.18 0.007 0.001 0.016
Si -1.403 6.795 8.179 0.009 0.025 0.012
Si 1.358 9.538 8.219 0.004 0.012 0.016
Si -1.326 12.264 8.145 -0.008 -0.021 0.002
Si 1.362 14.939 8.074 -0.003 0.001 0.002
Si 4.059 1.308 8.138 0.013 -0.017 -0.004
Si 6.833 4.079 8.164 -0.02 -0.012 -0.004
Si 4.08 6.779 8.205 -0.004 -0.012 0.01
Si 6.801 9.507 8.144 0.013 -0.017 -0.003
Si 4.081 12.221 8.13 -0.015 0.014 -0.002
Si 6.79 14.95 8.195 -0.003 0.011 0.022
Si 9.546 1.39 8.17 -0.011 0.007 0.016
Si 12.236 4.081 8.113 -0.014 -0.004 0.002
Si 9.515 6.8 8.124 0.005 0.008 -0.012
Si 12.228 9.542 8.177 0.015 0.028 0.01
Si 9.52 12.23 8.198 0 -0.015 0.01
Si 12.259 14.991 8.168 -0.012 -0.013 0.007
Si 13.615 16.334 9.53 -0.01 0.015 0.008
Si 0.001 2.7 9.514 -0.004 -0.012 0.011
Si 13.575 5.424 9.52 -0.005 -0.011 0.002
Si -0.023 8.161 9.529 -0.003 0 -0.001
Si 13.619 10.899 9.505 0.004 -0.015 -0.002
Si 0.023 13.615 9.506 -0.011 0.003 -0.001
Si 2.698 16.285 9.492 -0.002 0.009 0.008
Si 5.444 2.692 9.481 0.013 0.007 -0.016
Si 2.723 5.417 9.544 0.002 0 0.003
Si 5.451 8.155 9.531 -0.004 -0.004 0.005
Si 2.736 10.893 9.545 0.001 -0.025 0.01
Si 5.424 13.579 9.52 0.01 0.007 0.007
Si 8.163 16.336 9.511 0.011 -0.003 -0.006
Si 10.896 2.741 9.527 0.01 0.004 0.001
Si 8.169 5.453 9.525 0 -0.001 0
Si 10.868 8.158 9.506 -0.002 0.013 -0.002
Si 8.144 10.868 9.526 -0.003 0.02 0.012
Si 10.898 13.607 9.515 0.004 0 -0.003
Si -1.344 14.962 10.881 0.013 0.012 0.006
Si 1.362 1.339 10.868 -0.006 0.009 -0.001
Si -1.361 4.067 10.865 -0.007 -0.007 0
Si 1.359 6.8 10.873 -0.013 -0.012 -0.007
Si -1.364 9.533 10.884 -0.005 -0.008 -0.003
Si 1.366 12.256 10.89 0.005 0.019 0.01
Si 4.067 14.949 10.867 -0.008 -0.012 0.001
Si 6.796 1.362 10.87 -0.008 -0.004 0.002
Si 4.097 4.052 10.871 -0.017 0.012 -0.003
Si 6.805 6.801 10.896 0.009 0.007 0.008
Si 4.093 9.519 10.895 0.017 0.007 0.009
Si 6.789 12.231 10.882 -0.012 -0.015 0.006
Si 9.519 14.959 10.862 0.008 0 -0.005
Si 12.248 1.366 10.885 0.003 0.005 0.013
Si 9.519 4.087 10.888 0.013 0.004 0.017
Si 12.226 6.8 10.871 -0.006 -0.008 -0.002
Si 9.514 9.515 10.876 -0.004 -0.019 -0.004
Si 12.258 12.251 10.872 0.012 0.014 -0.001
Si 0.02 16.31 12.246 0 0.009 0.006
Si 2.726 2.702 12.228 0.014 -0.015 -0.006
Si 0.006 5.433 12.22 0.004 0.012 -0.006
Si 2.719 8.155 12.243 -0.017 -0.015 -0.012
Si 0 10.89 12.245 -0.009 -0.016 -0.003
Si 2.729 13.605 12.254 0 0.009 0.011
Si 5.429 16.321 12.218 0.005 0.008 -0.008
Si 8.147 2.716 12.242 -0.009 0.002 0.003
Si 5.438 5.423 12.24 -0.003 -0.021 -0.001
Si 8.157 8.175 12.252 0.012 0.009 0.006
Si 5.444 10.884 12.26 -0.001 0.004 0.009
Si 8.155 13.6 12.225 -0.002 0.011 -0.006
Si 10.874 16.311 12.227 -0.01 -0.004 -0.005
Si 13.616 2.714 12.241 0.003 0.015 0.013
Si 10.871 5.456 12.242 0.009 0.014 0.004
Si 13.598 8.159 12.225 0.003 0.007 -0.008
Si 10.884 10.887 12.217 0.005 -0.004 -0.014
Si 13.606 13.601 12.245 -0.014 -0.018 0
O 6.206 15.76 33.736 -0.389 0.006 -0.308
O 7.814 15.21 29.583 0.121 -0.151 0.494
O 8.386 6.198 31.537 -0.478 -0.037 -0.325
O 0.554 4.645 26.12 -0.074 0.242 0.451
O -0.831 8.28 31.834 0.186 -0.421 0.03
O 7.648 4.667 33.52 0.209 0.26 -0.046
O 5.27 15.702 29.16 -0.17 -0.027 0.451
O 4.236 14.526 1.678 -0.004 -0.164 0.515
O 8.039 2.091 0.141 -0.541 -0.128 -0.136
O 8.822 9.401 0.568 -0.175 0.084 0.035
O -5.896 15.322 29.348 0.363 0.322 0.44
O 3.54 10.001 0.23 -0.331 -0.096 0.308
O 1.291 17.738 29.511 0.45 -0.163 0.264
O -5.27 12.76 29.954 0.337 -0.341 -0.135
O 6.049 7.305 29.008 0.149 -0.013 0.625
O 2.497 2.156 33.577 0.007 -0.283 -0.339
O 5.146 4.003 33.748 -0.255 -0.126 0.15
O 9.353 4.095 1.205 0.07 -0.134 -0.294
O 2.988 7.834 33.407 -0.159 0.124 -0.159
O -5.134 13.635 27.472 0.339 -0.227 0.081
O 5.395 8.757 32.727 0.342 -0.358 0.088
O 2.897 12.573 0.476 -0.549 -0.146 -0.132
O 13.508 3.833 1.597 0.183 0.375 -0.019
O 11.521 5.364 1.97 0.136 0.613 -0.079
O 6.006 10.252 25.129 -0.119 -0.25 0.403
O 2.801 2.706 21.834 0.053 -0.002 0.077
O 0.171 17.339 24.729 -0.436 0.077 -0.411
O -1.59 15.773 25.746 -0.067 -0.007 0.27
O 0.098 10.264 22.328 0.251 -0.269 0.09
O 4.015 9.305 23.193 -0.218 0.117 0.492
O 4.55 4.056 23.132 -0.278 0.037 0.144
O 10.977 5.886 22.343 -0.476 0.355 0.148
O -2.782 13.517 22.009 -0.085 0.086 0.39
O 16.299 5.517 0.012 -0.062 -0.027 -0.225
O -1.858 4.187 25.239 -0.268 0.252 -0.358
O -1.822 11.674 26.42 -0.205 -0.639 0.006
O -5.31 12.135 25.35 -0.172 -0.306 0.133
O -2.024 8.439 24.632 0.148 0.359 0.194
O -1.924 13.923 27.971 -0.031 0.238 -0.282
O 10.051 15.219 23.286 -0.244 -0.15 0.193
O -3.483 7.633 22.608 -0.173 0.149 0.161
O -2.277 18.112 33.644 0.403 0.305 -0.283
O -3.81 6.676 25.33 0.313 -0.247 -0.445
O -3.664 2.101 28.883 0.074 0.146 -0.027
O 5.432 4.638 28.835 0.309 0.013 -0.124
O 3.481 6.411 29.178 -0.214 -0.568 0.175
O 2.091 7.654 22.761 -0.139 0.118 0.273
O 2.717 16.792 24.272 0.412 0.315 0.293
O 8.727 15.28 33.192 0.552 0.283 -0.006
O -0.541 12.056 24.089 0.001 0.149 0.046
O 1.196 0.993 0.676 0.257 -0.239 0.052
O 6.857 7.597 0.369 0.102 -0.163 -0.061
O 5.279 5.463 0.078 -0.212 -0.478 -0.316
O 6.902 2.604 29.775 0.032 -0.059 -0.321
O 2.533 15.286 32.252 0.331 0.379 -0.121
O 8.8 16.447 27.518 -0.181 -0.309 -0.235
O -5.062 4.213 28.527 -0.461 0.039 0.322
O 0.124 14.309 32.296 0.076 -0.191 0.315
O 4.558 15.205 25.098 0.187 -0.432 0.168
O 7.329 13.304 32.335 -0.091 -0.198 -0.276
O -0.791 12.023 31.449 -0.231 -0.229 0.471
O 1.899 2.956 24.585 0.214 0.504 -0.417
O 5.962 17.385 24.447 -0.406 0.049 -0.302
O 9.108 17.513 29.956 0.662 0.03 -0.013
O -4.721 17.028 33.408 -0.498 -0.195 -0.281
O 10.037 7.542 24.721 -0.342 -0.056 0.061
O 3.045 16.634 27.94 -0.214 -0.631 -0.273
O -1.446 1.926 26.593 0.2 -0.051 0.387
O 3.447 11.418 28.883 0.225 -0.079 0.146
O 2.825 4.495 32.501 -0.291 0.364 -0.262
O -3.052 11.106 24.22 0.433 -0.351 -0.265
O 4.573 2.056 29.028 -0.317 -0.029 -0.06
O 3.102 4.683 26.203 0.048 -0.045 0.332
O 2.59 13.604 27.706 0.236 0.544 -0.104
O -1.987 14.176 30.633 -0.079 0.251 -0.031
O -3.318 17.423 31.269 -0.201 -0.541 0.071
O 4.768 6.197 32.233 0.489 0.099 -0.146
O 0.265 9.918 30.189 0.19 0.145 0.098
O 4.93 3.696 31.171 0.159 -0.141 0.142
O -1.415 15.34 23.134 0.309 0.305 0.097
O 6.597 13.918 27.607 -0.346 -0.127 -0.103
O 5.109 9.603 28.09 0.166 0.331 0
O 4.141 11.963 24.587 -0.182 0.489 -0.402
O 10.491 16.692 25.458 0.202 0.31 0.048
O -6.383 13.126 32.272 0.395 0.175 0.086
O -1.3 7.871 29.3 0.182 -0.313 -0.306
O -2.52 13.568 24.843 -0.257 -0.008 0.189
O -5.035 10.9 31.883 -0.093 -0.433 -0.23
O -4.93 12.038 22.731 -0.384 0.222 -0.106
O 10.388 5.025 24.737 -0.509 -0.296 0.187
O 8.62 3.369 31.475 0.334 0.138 -0.131
O 3.821 10.658 33.54 -0.211 -0.463 0.218
O -5.677 6.531 29.569 -0.372 -0.426 0.244
O 0.354 16.811 31.806 -0.217 0.161 0.09
O 2.019 14.448 25.19 -0.445 0.073 0.006
O -2.182 13.677 33.175 -0.001 0.211 -0.212
O 7.11 15.329 25.508 0.547 0.308 -0.365
O 2.481 12.63 32.345 -0.426 -0.433 -0.415
O 4.681 6.88 22.723 -0.054 -0.38 -0.671
O 4.789 13.8 32.224 0.301 0.31 0.503
O -3.832 8.408 29.776 0.103 0.227 0.362
O -3.348 6.215 28.456 0.294 -0.52 -0.17
O 3.168 10.311 26.475 0.041 -0.351 0.116
O -6.012 2.14 27.356 -0.266 -0.023 0.021
O 1.757 10.746 24.304 0.125 -0.366 0.021
O -5.29 9.833 24.146 0.157 -0.151 -0.128
O -3.83 15.641 24.227 0.117 0.085 -0.316
O -5.713 7.816 31.763 0.339 0.018 0.292
O -2.822 8.378 27.206 -0.184 0.717 -0.169
O 0.878 2.994 31.554 -0.187 0.281 -0.211
O -4.268 3.174 32.645 -0.024 0.435 -0.425
O 0.26 13.125 26.803 -0.069 0.213 0.063
O 3.572 8.253 30.957 -0.034 0.664 0.049
O 7.148 8.565 26.871 0.464 -0.392 0.148
O 1.148 7.459 30.166 -0.027 -0.419 0.154
O -6.132 4.982 32.77 0.348 0.557 -0.308
O 8.249 8.862 31.578 -0.333 0.091 0.192
O -1.051 11.654 28.808 -0.502 -0.466 -0.161
O 6.678 3.607 24.678 0.176 0.25 0.341
O 8.463 9.579 24.79 0.113 0.545 0.263
O -2.852 9.793 32.81 0.037 0.054 -0.289
O -1.179 1.992 30.141 -0.057 0.522 -0.267
O -6.359 9.091 29.571 0.175 0.19 -0.518
O 8.877 13.473 26.252 -0.164 -0.312 0.038
O 3.261 13.819 30.144 0.158 0.537 -0.401
O 15.483 15.593 0.506 -0.31 0.084 0.087
O -1.275 6.512 26.181 0.374 0.112 0.385
O 0.503 16.614 27.251 -0.054 -0.421 0.177
O 3.448 7.114 24.955 -0.451 0.181 0.427
O -3.815 3.077 26.46 -0.081 0.317 -0.142
O 2.647 8.881 28.584 -0.585 0.138 -0.125
O -4.38 3.629 23.311 0.084 0.161 0.088
O 6.093 13.274 30.032 -0.074 -0.48 -0.28
O 1.188 12.385 29.713 0.043 0.053 -0.118
O 4.905 6.396 26.956 0.329 0.426 -0.071
O -5.681 6.291 27.018 -0.569 -0.02 -0.006
O 1.839 2.582 27.198 0.056 0.222 0.086
O 6.583 12.782 25.227 0.333 0.141 -0.104
O -2.686 1.947 24.282 -0.069 -0.586 0.211
O 7.398 9.627 29.243 -0.083 0.358 0.142
O 5.735 11.309 31.87 -0.016 -0.168 -0.178
O 8.976 11.255 30.647 -0.365 0.091 -0.302
O 7.363 17.274 31.84 -0.428 -0.241 -0.305
O 5.458 16.945 26.929 0.291 0.586 -0.129
O -2.382 16.213 29.095 0.051 0.097 -0.341
O 6.543 7.77 24.462 -0.173 -0.094 0.3
O 8.35 1.807 25.428 0.092 0.295 -0.036

Results
total energy: -102964.220 eV
total energy less fixed offsets of O -438.35, Si -107.03 eV per atom: 4.030 eV
